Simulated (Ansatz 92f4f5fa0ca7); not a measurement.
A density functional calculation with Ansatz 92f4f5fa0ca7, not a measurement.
Periodic cell of 253 atoms, Si144O109, from a study of silicon, its oxide and their interface. The atomic structure is a simulated model.
Doubt: the cutoff is far below the 930 eV that the study's wrapper takes by default for these files, so forces and energies are approximate.

Settings: functional PBE; potential files Ansatz PAW; basis plane waves; wave-function cutoff 580 eV; density cutoff ratio 5; exchange-correlation grid ratio 1; k mesh 1 x 1 x 1, Gamma-centred; self-consistency stop 5e-08 eV per atom in the density residual; occupations fixed; spin none; net charge 0.

Cell vectors (angstrom)
a 10.938 0 0
b 0 10.938 0
c 4.4974 1.0996 36.5453

Atoms and the computed forces on them: element, x, y, z (angstrom), force x, y, z (eV/angstrom)
Si 10.9015 -0.7063 30.394 0.1026 0.1554 -0.0898
Si 11.8531 5.6947 30.6209 -0.2232 -0.09 -0.0109
Si 13.5564 7.3574 30.5502 0.0571 -0.0055 -0.109
Si 14.5339 2.929 30.5848 -0.0792 -0.1321 -0.222
Si 5.2927 4.6586 30.4259 0.2079 0.0712 -0.4709
Si 9.1561 8.5244 30.4139 -0.0405 -0.1395 -0.3028
Si 17.277 11.1561 30.4259 0.1447 0.1256 0.0407
Si 8.0255 1.965 30.5995 -0.0208 -0.1018 -0.065
Si 10.0144 6.6859 31.7202 -0.0049 -0.0896 0.1013
Si 12.6421 9.241 31.6913 -0.0006 0.1286 0.0826
Si 9.9029 1.0328 31.716 0.0251 -0.0794 -0.0464
Si 12.7554 3.8798 31.8111 0.062 0.0197 -0.0309
Si 15.3992 6.4724 31.7126 -0.0235 0.1122 0.1059
Si 18.2593 9.3728 31.6617 -0.1057 0.021 0.0912
Si 15.531 12.0943 31.7688 -0.0554 -0.093 0.1292
Si 7.0979 3.79 31.7471 0.0557 0.0616 0.1494
Si 8.5817 5.2214 32.9992 -0.0085 0.0334 -0.0938
Si 11.3328 7.9681 33.1997 -0.0678 -0.0098 0.0494
Si 8.5955 -0.2783 33.1843 0.0946 0.0141 0.0226
Si 11.3131 2.4521 33.0293 -0.0092 -0.0325 0.0516
Si 14.0958 5.2091 33.2226 -0.0896 -0.1304 0.1174
Si 16.8196 7.9384 32.9778 0.0601 -0.0168 -0.0581
Si 14.0739 10.657 33.0077 -0.0168 0.0152 -0.0711
Si 16.7945 2.4701 33.2475 -0.031 0.0395 0.0211
Si 9.9511 3.8436 34.4275 0.0018 -0.0016 -0.0677
Si 12.6996 6.5779 34.5286 -0.0356 0.0139 -0.0095
Si 9.9566 -1.6254 34.5387 0.0789 0.0034 -0.0057
Si 12.7039 1.0898 34.4343 -0.013 0.005 -0.0761
Si 15.4324 3.8374 34.5605 -0.0478 -0.0557 0.0077
Si 7.2275 6.5808 34.4236 0.004 -0.0336 -0.0089
Si 15.4432 9.2906 34.4188 -0.003 0.0197 -0.0397
Si 7.2414 12.0273 34.5374 0.0538 0.0803 -0.0208
Si 11.3336 5.2013 35.8593 -0.1658 -0.136 -0.0944
Si 14.0681 7.9358 35.8593 0.2012 0.165 -0.0448
Si 11.3336 -0.2677 35.8593 0.1323 0.1787 -0.0238
Si 14.0681 2.4668 35.8593 -0.2579 -0.2083 0.0295
Si 5.8646 5.2013 35.8593 0.2444 0.2805 -0.0108
Si 8.5991 7.9358 35.8593 -0.1763 -0.1763 -0.0742
Si 5.8646 10.6703 35.8593 -0.1685 -0.2292 -0.0719
Si 8.5991 2.4668 35.8593 0.1641 0.1538 -0.0043
Si 5.469 5.469 0.6813 -0.16 0.0195 -0.0122
Si 8.2035 8.2035 0.6813 -0.0248 0.2012 -0.02
Si 5.469 0 0.6813 0.2074 0.0366 0.0052
Si 8.2035 2.7345 0.6813 -0.0109 -0.1959 0.0121
Si 10.938 5.469 0.6813 0.1681 -0.0248 -0.0183
Si 2.7345 8.2035 0.6813 -0.0028 -0.1598 0.0103
Si 10.938 0 0.6813 -0.1874 0.0084 -0.0144
Si 2.7345 2.7345 0.6813 0.0322 0.1212 -0.0107
Si 4.1018 4.1018 2.0485 -0.1241 0.1147 -0.0004
Si 6.8362 6.8362 2.0485 -0.1737 0.1324 -0.067
Si 4.1018 -1.3673 2.0485 0.162 -0.1096 0.0604
Si 6.8362 1.3673 2.0485 0.105 -0.1641 -0.0322
Si 9.5708 4.1018 2.0485 0.2648 -0.1531 0.0106
Si 12.3052 6.8362 2.0485 0.1747 -0.2615 -0.0956
Si 9.5708 9.5708 2.0485 -0.2245 0.2182 -0.143
Si 12.3052 1.3673 2.0485 -0.1383 0.1928 -0.0162
Si 5.4769 2.7383 3.3698 -0.0428 -0.0571 0.0426
Si 8.2056 5.47 3.3627 -0.0193 -0.0031 -0.0142
Si 5.4704 8.1954 3.4698 0.007 0.0029 -0.0003
Si 8.2067 0.0067 3.4589 -0.0106 0.0141 0.0647
Si 10.9581 2.7444 3.4805 -0.0098 0.0059 0.0539
Si 2.7232 5.4518 3.463 -0.0103 0.0277 0.0318
Si 10.9201 8.1877 3.3373 -0.0184 0.0229 0.0755
Si 2.727 0.0017 3.3771 0.0373 0.0642 -0.0562
Si 6.8712 4.0898 4.6955 0.0668 -0.0798 -0.112
Si 9.5567 6.847 4.6882 0.0667 -0.0091 -0.008
Si 6.853 9.5672 4.8626 -0.0046 -0.0269 0.1084
Si 10.9873 -0.0778 6.1326 -0.0333 -0.1329 -0.0013
Si 1.376 4.1179 4.9254 -0.0942 0.028 0.1371
Si 4.0991 6.7984 4.8525 0.0223 0.0524 0.0384
Si 12.2739 9.5499 4.6529 -0.0062 0.0149 -0.0651
Si 4.0864 1.3931 4.7133 0.049 -0.0503 -0.1307
Si 5.5474 5.3889 6.1268 -0.031 0.017 -0.0159
Si 8.2837 8.1587 6.1771 0.0937 0.0902 0.0367
Si 6.4213 1.8176 7.3515 0.0626 -0.2234 0.1398
Si -0.0975 5.5703 6.1897 0.0984 -0.1089 -0.2173
Si 2.6475 8.2279 6.082 -0.0918 -0.0438 -0.0444
Si 10.0697 9.111 7.4866 0.1332 -0.1698 0.1135
Si 2.8232 2.7037 6.243 0.0516 0.0484 0.1318
Si 5.4189 0.0498 6.1201 -0.011 0.0398 0.0213
Si 8.1976 2.7952 6.1783 -0.045 0.1316 0.0501
Si 9.0641 4.6282 7.4561 0.0275 0.0473 0.1001
Si 0.8882 7.3406 7.4147 -0.1542 0.2608 0.1825
Si 9.5813 1.3718 4.8722 0.0656 -0.0496 0.0387
Si 4.7747 3.5619 7.4181 -0.0647 0.0005 0.1412
Si 7.3258 6.3285 7.3363 -0.2775 0.1729 0.1085
Si 1.8631 0.8143 7.3157 -0.4061 0.3083 0.1342
Si 3.5361 -0.8887 7.236 0.4131 -0.3578 0.1566
Si 10.856 5.1428 28.5937 0.133 0.0378 0.1967
Si 12.9598 4.0232 26.5559 0.0422 0.0829 0.0419
Si 11.3808 2.3764 24.3797 0.0502 0.0128 0.0785
Si 6.6938 -0.2279 26.154 0.1326 -0.0086 -0.1036
Si 6.6329 4.9209 27.5503 -0.0416 -0.2056 -0.0288
Si 2.3637 3.1161 14.987 0.043 0.0442 -0.2586
Si 8.4448 3.5653 20.1654 0.0154 0.0205 0.1751
Si 8.9063 7.2022 27.5933 0.2015 -0.0266 -0.0346
Si 8.1688 8.6875 14.4302 -0.0193 -0.0208 -0.1001
Si 14.1959 2.4308 17.9849 -0.04 -0.0443 -0.2299
Si 1.4419 6.4055 9.5203 -0.0776 0.3171 -0.4383
Si 9.0003 3.8436 12.4712 -0.1301 0.0741 0.1111
Si 14.2138 8.6253 27.8378 -0.4118 -0.1802 -0.1065
Si 6.8779 6.2289 12.9718 -0.0571 -0.1498 0.1807
Si 7.7601 8.2135 25.0266 -0.0236 -0.1504 -0.0262
Si 4.6669 4.2147 13.0354 0.2558 0.0104 0.2617
Si 13.2936 0.2882 23.0725 -0.0638 -0.0545 0.1226
Si 11.3195 5.1405 14.0542 0.0206 -0.0169 -0.028
Si 11.8659 -0.1626 28.2289 -0.2293 0.1336 0.3545
Si 3.6475 9.361 12.8476 -0.1634 0.0434 0.1624
Si 4.402 -0.6033 10.0368 0.1013 -0.1917 0.1481
Si 9.4137 8.6508 22.6073 0.0607 -0.0033 0.223
Si 11.9427 8.1904 18.4546 -0.0658 -0.0394 -0.0561
Si 3.5456 4.3376 10.0484 0.0221 0.0458 0.1592
Si 6.9896 0.9092 9.4676 -0.0379 0.1929 -0.159
Si 9.2091 -1.1699 9.652 0.2392 -0.0764 -0.4215
Si 8.6435 2.9843 28.6232 -0.0267 -0.0956 0.3521
Si 16.5044 6.2572 19.1504 -0.1761 -0.0024 0.0473
Si 11.1113 3.7349 21.6769 0.0451 -0.0269 0.2763
Si 12.4113 6.3371 20.7597 -0.081 0.0626 0.1867
Si 5.9171 5.714 24.6227 -0.1567 0.1909 0.0261
Si 7.5851 0.8483 19.0462 -0.1015 -0.0924 -0.0251
Si 5.9397 -0.3236 14.3384 -0.0164 -0.0626 -0.0583
Si 14.0626 6.7684 25.3198 0.062 -0.2746 -0.2591
Si 15.0357 9.0304 18.6364 0.1293 0.0386 0.043
Si 1.4301 0.7564 13.0363 0.0141 -0.1874 0.146
Si 7.5895 7.1889 10.1828 -0.0179 0.0055 0.1003
Si 2.196 1.5953 10.1722 -0.0545 -0.1671 0.1889
Si 16.7434 10.2269 20.9 -0.0041 -0.0073 0.16
Si 10.185 10.3598 20.0498 -0.0382 -0.0392 0.2772
Si 1.4976 7.4005 12.3843 0.0543 0.0029 0.1063
Si 12.572 1.4167 20.4045 0.0009 0.0222 0.2243
Si 6.8203 1.9395 12.3786 -0.0283 0.0016 0.0943
Si 12.3521 8.2074 23.1574 -0.0001 -0.0178 0.2881
Si 7.6167 7.6648 20.6265 0.0107 -0.0838 0.1464
Si 10.3191 -1.2907 12.5153 -0.0263 0.0305 0.0587
Si 14.1138 2.0532 28.4429 -0.2247 0.2576 0.2288
Si 5.4147 0.4703 17.0976 0.0138 -0.0102 -0.3268
Si 10.1402 7.1854 16.1565 -0.0362 0.0796 -0.2479
Si 14.982 4.7187 19.9478 0.26 0.1065 0.1757
Si 9.6726 0.9646 26.5169 -0.0302 0.0607 0.1487
Si 9.691 4.9458 9.7473 -0.0795 -0.2727 -0.0721
Si 5.9479 3.6248 22.1599 -0.0551 0.0962 0.3061
Si 16.1953 0.8141 23.5227 -0.0714 0.0436 0.0805
Si 8.2777 6.0969 18.3632 -0.0464 0.0401 -0.0219
Si 16.4263 -0.1333 28.2015 -0.2165 0.3167 0.0488
O 12.3792 2.916 21.041 0.0088 -0.0539 -0.0949
O 9.2232 6.1946 17.0653 -0.062 -0.0493 0.088
O 8.6966 8.2643 28.8117 0.0344 0.1958 0.3481
O 10.7997 -0.125 26.9773 0.1029 -0.0018 -0.1636
O 6.9677 0.4829 17.5828 0.0775 0.0117 0.1326
O 8.998 6.3541 10.2488 0.0084 -0.0191 -0.0924
O 14.3583 3.8705 18.7068 -0.0513 0.008 0.0476
O 3.9575 4.5273 11.6106 -0.0931 0.03 -0.3003
O 10.9378 3.4843 23.2798 -0.0083 0.0193 -0.1657
O 1.3766 1.4099 11.5552 0.0314 0.1184 -0.1817
O 8.9296 7.9132 26.1299 0.0011 0.0422 0.0676
O 10.7498 8.226 23.419 -0.0259 0.0119 -0.1093
O 12.651 1.2844 28.341 0.1999 -0.0913 0.0976
O 10.3431 4.0493 13.3508 0.0363 -0.0009 -0.0288
O 6.7393 6.743 8.8668 0.1612 -0.1344 -0.2451
O 6.4264 0.6208 20.1889 0.0104 0.014 -0.0355
O 8.3566 9.0832 23.7759 0.0108 -0.0094 -0.0072
O 11.2504 8.3751 12.8987 -0.0148 -0.034 0.0051
O 10.2773 -1.065 10.8935 -0.0015 0.0362 0.0733
O 2.6136 -0.3525 13.1057 -0.002 0.0213 -0.0487
O 5.9668 -0.3404 9.7139 -0.1553 -0.0274 -0.0131
O 11.9924 1.0689 23.6409 0.0069 0.0127 -0.0599
O 4.2633 9.4176 11.3557 0.076 0.0148 -0.1174
O 5.3484 0.6827 15.4735 -0.0316 0.0381 0.2216
O 9.535 4.2869 29.0736 0.0356 -0.003 -0.0301
O 15.6172 3.8015 21.151 -0.1219 0.0002 -0.1697
O 4.7748 3.9357 9.0627 0.0492 -0.049 -0.1828
O 7.4092 3.479 27.6666 -0.0963 0.0959 -0.0466
O 16.3883 10.5285 22.4564 0.0709 -0.0815 -0.13
O 7.3582 7.321 14.0712 0.0293 0.0151 0.0142
O 8.7283 7.397 21.7944 -0.0354 -0.0509 -0.1632
O 13.8471 5.6159 20.6794 0.0553 -0.0312 -0.0416
O 3.785 9.4817 8.8001 -0.2128 0.1766 -0.2451
O 6.0454 0.628 24.925 -0.0835 -0.0343 0.0373
O 8.0112 8.7497 10.0933 -0.0739 -0.0995 0.0391
O 2.4239 3.1736 9.955 -0.0482 0.0126 -0.0773
O 15.7472 7.5711 18.5306 0.0196 -0.0282 -0.0435
O 10.5561 6.2974 14.8708 -0.0491 0.0508 0.1234
O 13.9321 7.4544 28.9264 0.0148 0.0426 0.1323
O 6.9987 9.1304 20.8878 -0.0014 0.0059 -0.0993
O 14.5979 0.8517 23.8645 0.0402 0.011 -0.0073
O 5.7048 2.9948 12.8514 -0.0279 -0.0187 -0.0433
O 15.3407 1.0957 27.9791 0.277 -0.3572 0.0195
O 5.9487 4.9466 26.0698 -0.0216 0.0062 0.1474
O 6.8348 1.9077 10.7516 0.0161 -0.0157 -0.0253
O 11.1319 0.713 20.2358 -0.0334 0.0534 -0.0644
O 8.2625 0.2193 26.2664 -0.0038 -0.0406 0.0015
O 1.3383 1.0254 8.9117 0.0923 -0.1152 -0.3074
O 6.0293 4.6997 23.3762 0.0076 -0.1273 -0.1584
O 11.7071 4.2275 27.5649 -0.055 -0.0547 -0.1303
O 11.4185 7.8141 16.9507 0.078 0.0364 0.1129
O 15.5832 9.3861 28.2503 0.1577 0.0282 0.0781
O 12.207 5.8726 12.8929 -0.0243 -0.0359 -0.0215
O 8.8358 9.308 13.0746 -0.0241 0.0064 -0.0118
O 1.7131 1.8738 14.1656 0.0014 0.0188 0.0151
O 5.8044 2.1749 22.8551 0.0398 -0.039 -0.0606
O 11.3047 5.1983 9.8171 -0.0757 0.0703 0.0111
O 9.3184 3.8007 10.863 0.0484 0.0111 -0.0055
O 3.6433 0.8286 10.2552 0.001 0.1369 -0.0608
O 7.1243 6.8029 24.5149 0.0802 0.0538 -0.0044
O 8.5161 0.2998 9.4145 -0.0498 0.1304 -0.0408
O 6.4293 0.4973 13.0194 0.0032 -0.0333 -0.0472
O 15.6491 1.7365 17.8218 -0.0188 0.0493 0.1284
O 2.6543 2.6127 16.4911 0.0192 -0.0786 0.3299
O 6.3668 6.6079 20.581 -0.0128 0.0157 -0.1553
O 8.0341 2.4044 19.1077 0.0048 0.0319 -0.085
O 10.3569 6.4723 27.7761 -0.1173 0.0762 -0.0129
O 9.5756 1.9653 27.7888 0.0857 -0.0512 -0.1387
O 12.2338 4.3289 15.1103 -0.0259 0.0269 0.0912
O 13.5316 5.4471 26.079 0.0282 0.0339 -0.0343
O 13.4692 0.5551 21.4678 0.01 0.0649 -0.2285
O 13.2651 1.4849 18.9345 0.0142 0.0141 -0.0227
O 11.3298 5.3304 21.4464 0.0325 0.0161 -0.1026
O 8.2946 2.4303 12.892 0.0564 -0.0006 -0.0556
O 7.1664 -1.1279 15.0226 0.0105 0.0069 0.0417
O 10.0865 1.8493 25.2155 -0.0046 -0.0421 -0.0537
O 2.9129 5.7057 9.4362 0.1599 -0.0361 0.0284
O 10.9243 0.0294 13.2713 -0.0098 0.0157 -0.0359
O 15.4271 6.4765 24.4918 0.0043 0.0142 0.0181
O 6.6924 5.7946 18.0259 0.0661 0.0713 0.0246
O 9.2666 8.4349 15.5917 0.0793 -0.051 0.1657
O 1.4817 7.4766 10.756 0.0376 -0.0618 0.0147
O 8.3573 7.5367 19.1655 -0.0164 -0.0267 0.0237
O 6.611 9.1163 25.7406 -0.0953 0.1614 0.0928
O 4.6616 -0.9344 17.4535 -0.0394 -0.0286 0.0842
O 12.4968 3.0786 25.3251 -0.0323 -0.0706 -0.0315
O 6.678 6.9227 11.5071 0.0271 0.0953 -0.1334
O 11.9163 6.7824 19.2784 0.0098 -0.0578 -0.044
O 16.5244 5.0436 28.7985 -0.1344 -0.0653 0.4163
O 8.0007 5.0693 12.8317 0.0413 0.0222 0.0048
O 12.6057 7.6955 21.6389 0.0349 -0.1071 -0.2418
O 12.9372 7.1698 24.2392 -0.0578 0.0159 -0.0174
O 7.683 6.1461 27.6652 -0.0754 0.0413 -0.0427
O 13.0702 9.6449 23.3566 0.0686 0.0878 -0.0793
O 14.1506 3.2815 27.3681 0.01 -0.0473 -0.0891
O 8.801 4.9095 19.3344 0.03 -0.0325 -0.0003
O 12.9401 9.6341 27.8249 0.2321 -0.1279 -0.0312
O 9.7947 9.834 21.5558 0.0122 0.0918 -0.1653
O 3.6573 3.7389 14.2142 -0.062 -0.0039 -0.0102
O 14.3389 7.9635 26.3669 0.1182 0.2324 0.2265
O 13.433 8.8489 18.4325 0.0149 0.0276 -0.0189
O 5.4776 5.5625 13.4899 -0.0012 0.0149 -0.0549
O 15.4283 9.6833 20.0936 -0.0609 -0.0345 -0.0418
O 10.9401 9.2364 19.1732 0.0027 -0.0164 -0.0582
O 9.7846 3.1618 20.9666 -0.0594 -0.0392 -0.1151
O 4.8395 9.4863 13.9305 0.0542 0.0099 -0.0011
O 2.9063 7.9231 13.021 0.007 -0.0043 -0.0595
O 7.2958 3.7716 21.2854 0.1023 0 -0.157
O 8.8478 -0.1352 19.2649 0.0073 0.0259 -0.0613

Results
free energy: -153542.858 eV
free energy less fixed offsets of O -568.88, Si -635.61 eV per atom: -7.098 eV

The program warned: the cutoff lies below the one the program advises for these potential files; the forces do not sum to zero within the program's tolerance; the exchange-correlation potential is rough where the density is thin.
